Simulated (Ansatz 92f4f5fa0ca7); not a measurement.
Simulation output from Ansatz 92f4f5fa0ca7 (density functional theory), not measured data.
Periodic cell of 184 atoms, Si120O64, from a study of silicon, its oxide and their interface. The atomic structure is a simulated model.
This geometry differs little from another in the collection (a relaxation step or a small displacement).

Settings
functional: r2SCAN
potential files: Ansatz PAW
basis: plane waves
wave-function cutoff: 800 eV
density cutoff ratio: 5
exchange-correlation grid ratio: 1
k mesh: 1 x 1 x 1, shifted by 0.5 0.5 0 of a step
self-consistency stop: 1e-10 eV per atom in the density residual
occupations: fixed
spin: none
net charge: 0

Cell vectors (angstrom)
a  10.887  0  0
b  0  10.887  0
c  0  0  27.2574

Atoms and the computed forces on them: element, x, y, z (angstrom), force x, y, z (eV/angstrom)
Si  0.3196  -0.0406  0.2069  -0.0003  -0.0005  -0.0003
Si  2.7027  3.1192  0.2765  0.0006  0.0004  -0.0011
Si  0.2152  5.038  -0.051  0.0002  0.0004  -0.0008
Si  2.469  8.5453  0.0938  0.0012  0.0003  -0.0004
Si  5.3904  -0.2139  0.3822  0.0003  0.0004  0.0001
Si  7.9935  3.1225  -0.1228  0.0003  0.0003  -0.0013
Si  5.7125  5.361  -0.0709  -0.0004  -0.0007  -0.0005
Si  7.8267  8.6733  0.0113  0.0006  -0.0009  0.0005
Si  1.5304  1.4481  1.5045  0.0004  -0.0002  0.0002
Si  4.189  4.3538  1.4688  0.0003  0.0005  -0.0006
Si  1.2748  6.8336  1.1787  0.0005  -0.0005  -0.0001
Si  3.9923  9.4321  1.6844  -0.0002  -0.0003  -0.0005
Si  6.789  1.4825  1.2202  0.0005  -0.0009  -0.0006
Si  9.5365  4.0664  1.3997  0  -0.0002  -0.0003
Si  6.862  6.91  1.2827  0.0008  -0.0002  -0.0003
Si  9.4908  9.7009  1.3323  0.0001  -0.0004  0.0005
Si  0.0139  2.7238  2.777  0.0006  0  -0.0002
Si  2.7417  0.0516  2.9197  0.0001  0.0003  0.0001
Si  -0.0601  8.2036  2.6257  0  -0.0006  -0.0009
Si  2.6775  5.6043  2.7179  0.0002  0.0003  -0.0008
Si  5.4819  2.816  2.6969  0.0006  0.0001  -0.0005
Si  8.1279  0.1393  2.6969  0.0004  0  -0.0005
Si  5.4681  8.0775  2.8258  0.0004  -0.0003  -0.0001
Si  8.1981  5.5233  2.6851  0.0002  -0.0001  -0.0006
Si  1.3772  4.1442  4.0652  0.0001  -0.0003  0.0003
Si  4.1538  1.4434  4.1259  0.0004  0.0006  0
Si  1.2968  9.5308  4.094  -0.0004  0.0002  0.0003
Si  4.0567  6.8102  4.1772  0.0006  -0.0003  0.0002
Si  6.837  4.1444  4.0621  0.0001  -0.0002  0.0004
Si  9.5195  1.3886  4.1237  0.0001  -0.0004  -0.0004
Si  6.8149  9.572  4.0601  0.0003  -0.0003  0.0004
Si  9.5343  6.8604  4.0661  0.0004  0.0002  -0.0003
Si  -0.0411  -0.0096  5.4785  0.0004  0  -0.0001
Si  2.7342  2.7639  5.4467  0.0002  0.0001  -0.0001
Si  0.0087  5.488  5.4217  0.0005  -0.0007  -0.0003
Si  2.697  8.2082  5.4653  0.0003  -0.0006  -0.0002
Si  5.4709  0.0334  5.4486  0.0007  -0.0007  -0.0003
Si  8.1722  2.777  5.4442  0.0005  -0.0002  -0.0003
Si  5.4332  5.417  5.4724  0.0004  0.0001  -0.0001
Si  8.1664  8.1977  5.4391  0.0003  0.0001  -0.0002
Si  1.3742  1.3618  6.7895  0  0.0001  -0.0002
Si  4.0965  4.0627  6.8472  0  -0.0002  -0.0002
Si  1.3534  6.8205  6.8091  0.0004  0.0004  0.0001
Si  4.0861  9.5556  6.7885  0.0005  -0.0003  0
Si  6.8333  1.3759  6.7969  0.0004  0.0003  -0.0001
Si  9.5439  4.1192  6.7856  0.0003  -0.0004  -0.0002
Si  6.801  6.8089  6.796  0.0005  0.0001  -0.0003
Si  9.5126  9.5161  6.8489  0.0003  0  -0.0003
Si  -0.0204  2.7115  8.1273  0.0003  0.0001  0.0001
Si  2.7313  -0.0148  8.1634  0.0003  0.0002  0.0001
Si  0.0032  8.1559  8.1987  0.0004  0.0002  0.0001
Si  2.7018  5.4351  8.1449  0.0004  0.0001  0
Si  5.4764  2.6928  8.1817  0.0006  0  0.0001
Si  8.1287  -0.0171  8.1738  0.0004  -0.0001  0
Si  5.423  8.1649  8.1416  0.0004  0.0002  0.0001
Si  8.1914  5.4584  8.1637  0.0004  0.0002  0.0001
Si  1.3154  4.0836  9.4817  -0.0002  0.0003  -0.0002
Si  4.1292  1.2984  9.5129  -0.0001  -0.0003  0.0003
Si  1.3948  9.4935  9.5497  0.0001  -0.0003  -0.0001
Si  4.0617  6.7898  9.4831  0.0003  0.0002  0.0002
Si  6.8782  4.0435  9.5164  0.0004  -0.0003  0
Si  9.5269  1.3127  9.4881  0.0006  0.0001  0.0001
Si  6.7737  9.4926  9.5392  0.0006  -0.0001  0.0002
Si  9.512  6.8241  9.5706  0.0002  -0.0001  0
Si  -0.0451  -0.0735  10.8547  -0.0007  0.0002  0
Si  2.684  2.6563  10.7264  0  -0.0006  -0.0002
Si  -0.0081  5.4491  10.9033  0.0007  0.0003  -0.0004
Si  2.7417  8.1037  10.929  0.0002  -0.0002  -0.0001
Si  5.4413  -0.0742  10.9485  0.0005  0.0003  -0.0001
Si  8.2253  2.6446  10.9048  0.0001  0  0
Si  5.477  5.4399  10.7642  0.0004  0.0007  -0.0006
Si  8.1334  8.1761  10.9489  0.0006  0.0002  -0.0002
Si  1.3354  1.3131  12.0972  0  0.0002  -0.0004
Si  4.0915  4.0117  11.9529  0  -0.0002  0.0007
Si  1.3441  6.7818  12.3161  -0.0002  0.0001  -0.0001
Si  4.0846  9.4301  12.3374  0.0006  0.0002  0.0004
Si  6.9041  1.2263  12.2733  0.0013  -0.0004  -0.0003
Si  9.5754  4.039  12.2504  0.0004  -0.0001  0.0005
Si  6.7417  6.7682  12.2391  0.0001  0.0002  0.0008
Si  9.531  9.5009  12.3502  0.0004  0.0001  0.0002
Si  0.187  2.7509  13.5459  0.0006  0.0003  -0.0006
Si  2.4967  -0.1552  13.4896  -0.0001  -0.0001  0.0007
Si  -0.0841  8.0436  13.7824  0.0008  -0.0002  0.0006
Si  2.8422  5.3268  13.394  0.0001  -0.0001  0.0004
Si  5.3474  2.5922  13.2978  0.0003  0.0002  0.0003
Si  8.2835  0.0246  13.8493  0.0007  -0.0003  0.0008
Si  5.4911  8.1258  13.7725  0.0004  0.0001  0.0002
Si  8.0624  5.2968  13.5203  0.0001  -0.0008  -0.0009
Si  1.9539  3.7123  14.8341  0.0008  -0.0002  -0.0005
Si  3.864  1.3186  14.5585  0  0.0006  -0.0005
Si  0.9252  9.8024  15.0545  0  0.0006  0.0004
Si  4.2756  6.4031  14.8564  0.0001  -0.0006  -0.0002
Si  6.3823  4.1139  14.6776  0.0002  -0.0001  -0.0003
Si  9.9181  1.4599  15.0543  0.0003  0.0005  0.0002
Si  7.2659  9.109  15.0966  0.0008  -0.0009  0.0001
Si  9.2598  6.6229  14.9975  0.0001  0.001  0.0008
Si  -22.9434  -17.6503  17.0226  0.0011  -0.0002  -0.0016
Si  3.9903  -13.3359  18.7106  -0.0005  -0.0011  -0.001
Si  -9.7443  -2.6408  17.7393  0  -0.0001  -0.0019
Si  25.8908  -10.6151  19.3669  0.0001  -0.001  0.0001
Si  10.5416  14.0986  19.7246  -0.0002  0.0006  0
Si  -7.149  1.3164  25.5006  -0.0005  -0.0007  0.0014
Si  7.6064  -2.2239  24.3242  0.0001  0  0.0008
Si  -16.2084  10.7654  23.8619  0.0001  -0.0013  0.0001
Si  9.7762  9.741  19.2566  -0.0003  -0.0003  -0.0011
Si  -23.1213  19.1104  21.8411  -0.0001  0.0005  0.0005
Si  23.0894  -10.1753  20.2126  0.0007  -0.0005  0
Si  6.0555  -6.3748  21.7664  0.0001  0.0026  0.0001
Si  -9.8222  -11.8145  22.7198  -0.0004  -0.0004  0.0018
Si  25.1398  -2.384  24.343  0  -0.0004  0.0015
Si  -10.2568  12.0731  24.7531  0  0.0001  0.0005
Si  6.901  -29.0777  17.5865  0.0008  0.0006  -0.0021
Si  -27.9901  5.4014  19.0587  0.0003  -0.0039  -0.0006
Si  -16.4418  28.1675  24.189  -0.0011  -0.0005  0.0009
Si  -4.9365  23.1988  21.3126  -0.0009  -0.0016  0.0008
Si  -2.8002  12.1483  19.1725  0.0004  0.0001  -0.0009
Si  -12.6249  5.0488  21.8964  0.0002  -0.0005  0.0006
Si  16.078  -11.4322  16.8015  0.0005  0.0001  -0.0019
Si  13.2359  -16.1262  17.1397  -0.0006  0  -0.0007
Si  -1.0213  14.6761  24.7787  0.0005  -0.0001  0.0001
O  9.8571  -16.3127  -11.203  0.0009  -0.0002  0.0002
O  -12.0877  2.6528  -11.0312  0.0002  0.0002  -0.0006
O  -12.716  8.8501  -6.8417  -0.0002  -0.0003  -0.0001
O  19.2389  8.3523  -1.5154  -0.0003  0  -0.001
O  -5.6985  5.8844  -1.529  -0.0005  -0.0002  -0.0005
O  8.6364  10.7173  -8.6606  0.0003  -0.0002  0.0004
O  -4.3838  9.6254  -0.2273  0.0003  -0.0002  0.0014
O  -4.1972  31.5996  -10.797  -0.0004  0  0.0005
O  21.452  -13.0485  -9.0022  0.0008  -0.0006  0
O  -14.9731  15.0828  -0.4127  0.0004  0  0.0002
O  -2.1556  2.9909  -1.5971  0  -0.0001  -0.0001
O  10.4233  5.0353  -1.5623  0.0003  -0.0004  0.0002
O  0.0212  10.7465  -7.4568  0.0001  -0.0002  -0.0003
O  15.2644  8.9995  -10.0323  -0.0003  -0.0007  0.001
O  -10.7656  -2.0345  -5.2185  -0.0008  -0.0001  -0.0004
O  -0.1229  3.9738  -8.9724  0.0003  0.0002  0.0005
O  1.5095  20.0154  16.4231  -0.0006  -0.0004  0.0013
O  -5.2688  -16.5999  23.1751  0.0006  0  -0.0008
O  3.9477  -3.7705  23.7374  0.0003  -0.0006  -0.0009
O  10.7569  0.7706  26.1225  0.0008  0.0005  -0.0006
O  -9.087  10.9323  21.6273  -0.0005  0.0006  0
O  -4.8525  2.902  21.9451  0  0.0006  -0.0005
O  3.4008  6.529  16.2444  0  -0.001  0.0004
O  -8.5206  8.3688  18.802  -0.0005  -0.0005  -0.0006
O  13.1464  1.0451  24.8809  0.0005  0.0005  0.0004
O  5.4479  5.3315  15.2336  -0.0005  0.0002  0.0007
O  15.8763  11.3716  18.0231  0.0004  -0.0001  0.0007
O  -9.192  26.2154  16.2789  0.0008  0.0005  0.0006
O  9.294  4.4341  23.403  0.0001  0  -0.0005
O  -8.8302  30.8226  23.6029  0.0002  -0.0004  0.0008
O  -3.5964  11.884  20.538  -0.0002  0  0.0005
O  -16.764  -16.7979  20.5969  0.0006  -0.0002  -0.0001
O  10.8729  0.1936  15.5639  0.0007  -0.0007  -0.0006
O  -18.606  5.1039  18.455  0.0007  0.0004  -0.0002
O  3.6291  -8.1452  26.2286  0  -0.0008  0.0004
O  4.4562  -1.2359  24.1247  0.0015  0.0013  -0.0008
O  -1.5544  -8.695  19.5092  0.0004  -0.0006  -0.001
O  4.6673  22.0584  15.5317  0.0005  -0.0003  0.0017
O  4.3934  -12.176  19.7892  0  0.0001  0.0006
O  -9.7761  -4.2367  17.4563  0.0007  0.0009  0.0008
O  -14.6908  -8.7703  18.2402  0.0013  -0.0019  0.0003
O  -12.1976  -4.278  21.8289  0  0.0005  -0.0002
O  16.6106  -17.2489  18.1769  0.0001  0  0.0011
O  11.0888  21.8729  23.6355  0.0003  -0.001  0.0002
O  12.2241  20.551  26.9767  -0.0003  0.0003  0
O  13.8402  -8.4068  15.2863  0.0002  0.0002  0.0003
O  1.472  14.9088  26.9682  0.0004  -0.0008  -0.0002
O  0.1341  -8.1946  24.398  0  -0.0007  0.0001
O  -14.1811  -16.8455  21.423  -0.0002  -0.0002  0.0007
O  10.1428  -17.5152  20.8899  0  -0.0005  -0.0001
O  -5.1097  -21.5697  22.3264  0.0037  0.0005  0.0004
O  26.4018  -9.4951  20.3912  0.001  -0.0009  0.0021
O  4.7649  7.0389  18.9915  0  -0.0021  -0.0003
O  -13.4876  4.3895  17.7453  0.0002  -0.0006  -0.001
O  -4.363  -14.2888  24.0839  -0.0003  -0.0012  0
O  8.2623  -3.0342  15.5646  0  0.0007  -0.0005
O  -7.7492  8.1909  25.9131  0.0009  0.0005  -0.001
O  4.9883  1.2794  24.4739  -0.0002  -0.0004  -0.0004
O  -9.9698  2.2964  20.218  0.0006  -0.0011  0
O  13.4182  -21.2488  19.1543  0.0003  0.0002  0.0008
O  -4.1814  3.2532  16.0186  0.0001  0.0003  -0.0009
O  4.1834  11.0895  26.5929  0.0007  -0.0001  -0.0011
O  -3.9345  10.1522  24.4166  -0.0026  -0.0004  -0.0025
O  -2.2709  -45.7541  23.0774  -0.0002  -0.0005  -0.0004

Results
free energy: -113254.847 eV
free energy less fixed offsets of O -570.45, Si -639.56 eV per atom: 1.153 eV

The program warned: the cutoff lies below the one the program advises for these potential files; the forces do not sum to zero within the program's tolerance; empty levels may hold ghost states of the PAW files; the exchange-correlation potential is rough where the density is thin.
